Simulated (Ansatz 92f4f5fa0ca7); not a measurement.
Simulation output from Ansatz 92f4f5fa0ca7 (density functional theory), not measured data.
Periodic cell of 264 atoms, Si154O98B12, from a study of silicon, its oxide and their interface. The atomic structure is a simulated model.
Doubt: the cutoff is far below the 930 eV that the study's wrapper takes by default for these files, so forces and energies are approximate.
This geometry differs little from another in the collection (a relaxation step or a small displacement).

Settings
functional: PBE
potential files: Ansatz PAW
basis: plane waves
wave-function cutoff: 580 eV
density cutoff ratio: 5
exchange-correlation grid ratio: 1
k mesh: 1 x 1 x 1, Gamma-centred
self-consistency stop: 5e-08 eV per atom in the density residual
occupations: fixed
spin: none
net charge: 0

Cell vectors (angstrom)
a, 11.6015, 0, 0
b, 0, 13.3963, 0
c, 0, 0, 30.9376

Atoms: element, x, y, z (angstrom)
Si, 11.5953, 0.1045, 24.0787
B, 3.8741, 0.0261, 24.8295
B, 7.5452, 0.0555, 24.7969
B, 2.0423, 3.3246, 24.795
B, 5.6921, 3.2046, 24.8352
Si, 9.7429, 3.3658, 24.2805
Si, 11.3826, 6.8267, 24.2645
Si, 3.8267, 6.7722, 24.3823
Si, 7.6065, 6.6173, 24.5305
B, 2.0379, 10.1807, 24.8092
B, 5.6943, 10.233, 24.8553
Si, 9.5958, 10.1903, 24.1375
Si, 11.8183, 2.3279, 24.9995
Si, 3.853, 2.1829, 24.9609
Si, 7.5305, 2.1431, 24.8905
Si, 1.8581, 5.4286, 24.8337
Si, 5.6721, 5.3026, 25.0463
Si, 9.6099, 5.6032, 25.2762
Si, 11.769, 9.1654, 24.9384
Si, 3.8654, 9.199, 25.0423
Si, 7.479, 9.0816, 24.943
Si, 2.0795, 12.2707, 24.8582
Si, 5.7257, 12.3647, 24.9694
Si, 9.4339, 12.5006, 24.891
Si, 11.6246, 2.2045, 27.3799
Si, 3.8704, 2.2246, 27.4037
Si, 7.7264, 2.2118, 27.3364
Si, 1.9035, 5.5675, 27.2912
Si, 5.7748, 5.5571, 27.4119
Si, 9.6832, 5.5447, 27.5649
Si, 11.6077, 8.9539, 27.3366
Si, 3.8613, 8.9571, 27.4315
Si, 7.7218, 8.947, 27.3393
Si, 1.9321, 12.2703, 27.3176
Si, 5.7921, 12.2708, 27.4088
Si, 9.6524, 12.2879, 27.3043
Si, 1.9427, 1.0914, 28.1726
Si, 5.8064, 1.1118, 28.1768
Si, 9.665, 1.1014, 28.1491
Si, 11.6393, 4.4297, 28.2012
Si, 3.8322, 4.4674, 28.1704
Si, 7.7086, 4.4335, 28.1947
Si, 1.9192, 7.8052, 28.1452
Si, 5.8038, 7.8172, 28.161
Si, 9.6679, 7.835, 28.159
Si, 11.5927, 11.1759, 28.145
Si, 3.8492, 11.1788, 28.1899
Si, 7.7426, 11.1632, 28.1657
Si, 1.9336, 1.1164, 30.5426
Si, 5.8008, 1.1164, 30.5426
Si, 9.6679, 1.1164, 30.5426
Si, 0, 4.4654, 30.5426
Si, 3.8672, 4.4654, 30.5426
Si, 7.7343, 4.4654, 30.5426
Si, 1.9336, 7.8145, 30.5426
Si, 5.8008, 7.8145, 30.5426
Si, 9.6679, 7.8145, 30.5426
Si, 0, 11.1635, 30.5426
Si, 3.8672, 11.1635, 30.5426
Si, 7.7343, 11.1635, 30.5426
Si, 0, 0, 0.3944
Si, 3.8672, 0, 0.3944
Si, 7.7343, 0, 0.3944
Si, 1.9336, 3.3491, 0.3944
Si, 5.8008, 3.3491, 0.3944
Si, 9.6679, 3.3491, 0.3944
Si, 0, 6.6981, 0.3944
Si, 3.8672, 6.6981, 0.3944
Si, 7.7343, 6.6981, 0.3944
Si, 1.9336, 10.0472, 0.3944
Si, 5.8008, 10.0472, 0.3944
Si, 9.6679, 10.0472, 0.3944
Si, 11.6135, 0.0006, 2.7556
Si, 3.8778, 0.0124, 2.7801
Si, 7.7353, 0.0093, 2.7654
Si, 1.9358, 3.3504, 2.7706
Si, 5.8046, 3.341, 2.7699
Si, 9.6741, 3.3415, 2.7731
Si, 11.6079, 6.7024, 2.7769
Si, 3.8835, 6.6998, 2.7558
Si, 7.7613, 6.697, 2.7834
Si, 1.9495, 10.0397, 2.741
Si, 5.8288, 10.0598, 2.7587
Si, 9.7061, 10.0702, 2.7521
Si, 11.6048, 2.2166, 3.5555
Si, 3.8637, 2.2564, 3.5783
Si, 7.7448, 2.2244, 3.5859
Si, 1.9543, 5.5968, 3.5501
Si, 5.8087, 5.5749, 3.5429
Si, 9.6899, 5.572, 3.5972
Si, 11.6284, 8.9436, 3.5669
Si, 3.8845, 8.9427, 3.5293
Si, 7.7849, 8.9572, 3.5289
Si, 1.9451, 12.26, 3.5252
Si, 5.809, 12.2802, 3.5688
Si, 9.6745, 12.2997, 3.5423
Si, 11.4505, 2.0282, 5.9352
Si, 3.8248, 2.4493, 5.9641
Si, 7.9018, 1.9977, 5.9862
Si, 2.071, 5.7171, 5.969
Si, 5.6735, 5.4802, 5.9315
Si, 9.6803, 5.5949, 5.9812
Si, 11.7915, 9.0017, 5.999
Si, 3.7339, 8.9781, 5.9497
Si, 7.7918, 9.1452, 5.9059
Si, 1.9758, 12.0531, 5.9266
Si, 5.7607, 12.0703, 5.9814
Si, 9.7026, 12.2066, 5.9757
Si, 1.9176, 0.9984, 6.6373
Si, 5.7582, 1.0674, 6.6824
B, 9.6929, 0.9186, 6.1037
Si, 11.6738, 4.3909, 6.6729
B, 3.8282, 4.5697, 6.1025
Si, 7.7269, 4.3565, 6.6913
B, 1.9747, 7.8732, 6.0931
Si, 5.8189, 7.8687, 6.5297
Si, 9.7484, 7.886, 6.744
B, 11.6697, 11.1077, 6.0919
B, 3.843, 11.043, 6.081
B, 7.7464, 11.2085, 6.0974
O, 5.6682, 1.1273, 8.3626
O, 7.7611, 4.4727, 8.3704
O, 9.7579, 7.7455, 8.417
O, 6.0698, 7.9722, 8.1673
O, 1.9033, 0.8384, 8.3052
O, 0.1778, 4.2714, 8.3331
O, 3.9017, 7.015, 22.7297
O, 9.6289, 10.1245, 22.4609
O, 10.6434, 7.0207, 22.7269
O, 8.0044, 6.2524, 22.9448
O, 11.4917, 13.6492, 22.3909
O, 10.1203, 3.3789, 22.6334
Si, 5.7273, 12.2515, 13.3375
Si, 7.7705, 6.7516, 15.6792
Si, 7.2214, 7.3952, 20.0635
Si, 8.3123, 1.9904, 14.6906
Si, 9.4428, 4.8257, 11.3488
Si, 0.3415, 3.955, 9.9132
Si, 9.2478, 6.6135, 21.9566
Si, 9.4062, 7.7823, 10.0075
Si, 6.5921, 5.0981, 18.0777
Si, 4.0217, 11.3611, 15.5548
Si, 2.7914, 3.6962, 16.0382
Si, 3.0616, 8.2728, 18.9882
Si, 0.8933, 12.4668, 11.9498
Si, 5.2691, 1.9105, 9.7319
Si, 0.2354, 8.3047, 19.2892
Si, 10.6673, 13.3143, 14.3521
Si, 11.3604, 9.1991, 16.3119
Si, 3.3476, 10.7005, 12.8615
Si, 9.6229, 4.6702, 14.5734
Si, 5.295, 6.7645, 14.2114
Si, 0.8398, 7.8244, 13.9227
Si, 1.9721, 5.8391, 11.7984
Si, 8.4001, 9.7105, 16.2269
Si, 1.1991, 11.9936, 16.3074
Si, 11.4968, 3.5878, 16.8897
Si, 3.9679, 4.4721, 19.5692
Si, 7.424, 10.2817, 19.0083
Si, 6.0586, 1.6764, 12.5186
Si, 4.2214, 1.9619, 18.2161
Si, 7.1742, 1.9493, 17.5987
Si, 2.0947, 1.2749, 9.8564
Si, 8.5257, 11.0985, 13.6398
Si, 0.8036, 5.1516, 19.3982
Si, 9.99, 10.3562, 20.8857
Si, 3.0459, 6.9459, 16.0386
Si, 10.294, 3.9488, 21.1191
Si, 4.0008, 8.0927, 11.6226
Si, 4.5914, 10.8466, 18.6297
Si, 9.8571, 1.8035, 18.9556
Si, 11.547, 13.1535, 20.8271
Si, 4.4488, 6.6492, 21.2642
Si, 6.8841, 4.5512, 9.7484
Si, 4.0531, 4.0169, 13.3556
Si, 6.3486, 7.6376, 9.7165
Si, 10.8812, 9.8206, 11.9306
Si, 2.3238, 12.9254, 18.9653
O, 5.7105, 1.3112, 17.9905
O, 4.6012, 7.1929, 15.626
O, 7.0654, 8.6953, 19.1114
O, 4.2778, 9.3175, 19.0485
O, 9.5178, 12.1808, 14.3099
O, 8.6125, 10.6788, 20.0492
O, 0.9732, 6.4945, 12.9522
O, 2.71, 12.3323, 15.7528
O, 9.8239, 4.8174, 12.9512
O, 3.0953, 9.4207, 11.9002
O, 2.8137, 7.6011, 17.5137
O, 2.3961, 4.8016, 19.2269
O, 1.689, 9.0379, 19.4229
O, 6.2675, 1.3891, 10.9227
O, 9.451, 10.1772, 12.6624
O, 1.2045, 2.6019, 10.179
O, 5.6109, 3.5217, 9.6277
O, 3.5091, 11.8553, 19.2913
O, 6.2283, 6.029, 9.9658
O, 2.1388, 11.7832, 12.7536
O, 9.174, 6.0943, 15.2066
O, 0.9069, 10.3725, 16.1424
O, 7.8095, 10.5817, 17.4552
O, 7.461, 1.5652, 16.0237
O, 2.9394, 4.6469, 12.3498
O, 10.6432, 2.3811, 17.6177
O, 6.0696, 11.1791, 19.2471
O, 7.9112, 4.2953, 11.0205
O, 2.934, 6.9723, 11.1227
O, 6.894, 5.7696, 16.6322
O, 1.0735, 5.2363, 10.6022
O, 4.9876, 5.1409, 18.447
O, 3.9199, 2.9927, 16.983
O, 5.1576, 8.3929, 10.5309
O, 4.4954, 10.8181, 17.0012
O, 10.4366, 8.8578, 10.6892
O, 8.3881, 1.2663, 18.4661
O, 3.0611, 0.8414, 18.341
O, 8.4379, 3.5999, 14.8233
O, 7.8119, 10.1778, 14.7845
O, 5.0793, 2.9715, 12.6569
O, 5.3628, 12.0382, 14.9219
O, 0.4462, 6.7256, 19.6891
O, 7.4901, 1.7407, 13.301
O, 0.0915, 12.9459, 15.5752
O, 5.0051, 5.1888, 13.9511
O, 5.9286, 7.2821, 21.0547
O, 1.5159, 13.231, 20.3485
O, 11.3642, 8.0378, 15.1437
O, 10.7948, 9.073, 20.2627
O, 10.4715, 3.7953, 10.6051
O, 9.5816, 2.9717, 20.0457
O, 0.043, 4.7872, 17.9936
O, 3.5262, 10.2543, 14.4386
O, 7.8208, 8.1956, 10.1838
O, 7.3626, 6.0102, 19.1985
O, 2.7035, 5.3391, 16.1184
O, 7.2765, 11.8973, 12.9393
O, 9.6303, 6.3335, 10.7361
O, 8.5722, 7.703, 20.9385
O, 3.2033, 3.2673, 14.5236
O, 4.7686, 11.3451, 12.3794
O, 6.8895, 7.0305, 14.3324
O, 5.2843, 0.3938, 13.1117
O, 7.1358, 3.5556, 17.9678
O, 2.2143, 7.7007, 14.8329
O, 3.4125, 7.1847, 20.1317
O, 9.9851, 10.0305, 16.2013
O, 4.2002, 2.8563, 19.5902
O, 3.6877, 1.6284, 10.1074
O, 0.387, 9.0587, 12.9028
O, 10.6814, 0.6476, 19.7553
O, -0.0466, 13.3583, 12.9678
O, 9.8164, 1.3084, 14.5922
O, 9.5164, 5.3528, 20.9872
O, 4.4167, 5.0195, 21.0469
O, 8.1028, 8.1325, 16.4568
O, 1.3706, 3.0315, 16.4747
O, 11.3754, 8.4132, 17.7324
O, 4.736, 7.6505, 12.991
O, -0.0223, 11.2118, 11.3769
O, 1.2187, 12.3554, 17.9016
O, 1.5201, 0.0456, 10.7933
O, 0.2533, 4.2242, 20.6496
O, 10.99, 11.631, 20.7465
O, 10.8949, 4.1625, 15.474

Results
free energy: -155489.119 eV
free energy less fixed offsets of B -154.04, O -568.88, Si -635.61 eV per atom: -6.459 eV

Forces (eV/angstrom), in the order of the atoms: element, x, y, z
Si, 0.0162, -0.0049, -0.0037
B, -0.0148, 0.0064, 0.0259
B, 0.0196, 0.0131, 0.0137
B, 0.0085, -0.0034, 0.0133
B, 0.0014, 0.0024, 0.0204
Si, 0.0018, -0.0177, 0.004
Si, 0.0065, 0.0109, 0.0034
Si, -0.0055, -0.0303, 0.0005
Si, 0.0178, -0.0034, 0.0109
B, -0.0203, 0.0109, 0.0128
B, 0.0052, -0.0149, 0.0146
Si, -0.0018, 0.0031, 0.0072
Si, -0.0002, 0.008, 0.0004
Si, -0.007, -0.0077, -0.0068
Si, -0.0052, -0.0135, -0.0054
Si, -0.0104, 0.0046, 0.001
Si, 0.0006, 0.0067, 0.0009
Si, -0.0175, 0.006, -0.0044
Si, -0.0012, -0.0058, -0.0022
Si, 0.0198, 0.0183, 0.0033
Si, -0.005, 0.0018, 0.0002
Si, 0.0109, -0.0069, -0.0039
Si, -0.01, -0.001, -0.0139
Si, -0.0178, -0.0027, 0.0005
Si, 0.0032, 0.004, 0.0015
Si, 0.0038, -0.0019, -0.0061
Si, 0.001, 0.0038, -0.0028
Si, -0.0016, -0.0027, 0.0002
Si, 0.0014, -0.0012, -0.0014
Si, 0.0032, 0, 0.0096
Si, 0.0029, 0.0007, -0.0007
Si, -0.0002, -0.0012, 0.0043
Si, -0.0061, -0.0012, -0.0032
Si, 0.003, 0.0051, -0.0036
Si, -0.0015, 0.0041, 0.0055
Si, 0.0006, 0.0034, -0.0009
Si, -0.0062, -0.0018, 0.0055
Si, 0.004, 0.0035, 0.0049
Si, 0.0018, 0.0006, 0.0067
Si, -0.0008, -0.0004, 0.0047
Si, -0.001, 0.0069, 0.0038
Si, -0.0009, -0.001, 0.0043
Si, -0.0024, 0.0004, 0.0053
Si, 0.0044, -0.0016, 0.0079
Si, 0.0009, 0.0011, 0.0058
Si, -0.0037, -0.0029, 0.0073
Si, -0.0059, -0.0033, -0.0022
Si, 0.0044, -0.0044, 0.0008
Si, 0.0512, -0.1155, 0.0295
Si, -0.0064, -0.0179, 0.0367
Si, -0.0154, -0.0005, -0.1281
Si, 0.1858, -0.1268, 0.2062
Si, -0.1405, -0.0547, 0.0455
Si, -0.1088, -0.1954, 0.1604
Si, -0.0251, -0.0953, -0.1917
Si, -0.0013, -0.0384, -0.071
Si, -0.0022, 0.1454, -0.0644
Si, -0.0479, 0.0631, -0.239
Si, -0.0381, 0.0765, 0.1468
Si, 0.0145, 0.0347, -0.0262
Si, 0.022, -0.0485, -0.0799
Si, 0.0086, 0.0613, 0.1385
Si, -0.022, -0.012, -0.0003
Si, -0.0632, 0.1044, 0.1239
Si, 0.0866, -0.0073, 0.0566
Si, -0.0183, 0.0314, 0.0485
Si, 0.0268, 0.0384, 0.0407
Si, 0.0191, 0.0649, -0.0835
Si, 0.0081, 0.0342, 0.0599
Si, -0.005, -0.0043, -0.2458
Si, 0.0012, 0.0113, -0.0879
Si, 0.1111, 0.0387, -0.0777
Si, 0.0008, 0.0017, -0.0068
Si, -0.0022, 0.0023, -0.0085
Si, -0.0027, 0.0024, -0.0056
Si, -0.0011, 0.0015, -0.0064
Si, 0.0002, -0.0013, -0.0053
Si, -0.0009, -0.0006, -0.0053
Si, -0.0012, 0.0003, -0.0071
Si, -0.0019, -0.0026, -0.0062
Si, -0.0046, 0.0001, -0.0066
Si, -0.0014, 0.0017, -0.0002
Si, 0.0022, 0.0005, -0.0034
Si, -0.0025, -0.0036, -0.0048
Si, -0.0017, 0.0002, 0.004
Si, 0, -0.0021, -0.0013
Si, 0.0006, -0.0015, 0.0029
Si, -0.0007, -0.0022, 0.0013
Si, 0.0012, 0.0001, 0.0011
Si, -0.0005, -0.0013, -0.0062
Si, -0.0019, -0.0013, 0.0042
Si, 0.0004, -0.0025, -0.002
Si, -0.0042, 0.0019, 0.0048
Si, 0.0008, -0.0005, 0.0067
Si, -0.0006, -0.0045, 0.007
Si, -0.0001, -0.0018, 0.0005
Si, -0.0071, -0.0061, -0.0021
Si, -0.0002, 0.0107, 0.0004
Si, 0.0155, 0.0001, -0.0023
Si, 0.0036, 0.0121, -0.0017
Si, -0.0103, 0.0012, -0.0004
Si, 0.0021, 0.001, 0.0007
Si, 0.0104, 0.0166, -0.0016
Si, -0.0126, 0.0136, 0.0032
Si, 0.0047, 0.0082, -0.0025
Si, -0.0077, -0.0128, -0.002
Si, -0.0007, 0.0026, 0.0025
Si, 0.0053, -0.0084, 0.0053
Si, -0.0023, 0.0019, 0.0019
Si, 0.0001, -0.0072, 0
B, -0.0068, 0.0179, -0.0044
Si, 0.007, -0.0095, 0.0049
B, 0.0112, -0.0079, 0.0005
Si, -0.0067, -0.0047, 0.0028
B, -0.0034, -0.0115, -0.003
Si, 0.0125, -0.0077, 0.001
Si, -0.0046, 0.0066, 0.003
B, 0.0029, -0.0049, -0.008
B, 0.0069, 0.0036, -0.0106
B, -0.003, -0.002, -0.015
O, -0.0016, 0.0027, 0.0005
O, 0.0013, 0.001, 0.001
O, 0.0004, -0.001, 0.0022
O, -0.0048, 0.0009, -0.0008
O, 0.0009, 0.0008, -0.0017
O, -0.0022, 0.0033, -0.0045
O, 0.0025, 0.0046, 0.0017
O, 0.0006, -0.0002, -0.0038
O, -0.0016, -0.0063, 0.0025
O, -0.0012, -0.0007, -0.0027
O, -0.0036, -0.0017, 0.0043
O, -0.0025, 0.0059, 0.0083
Si, -0.0008, -0.0011, 0.0009
Si, -0.0004, -0.0018, 0.004
Si, 0.0004, -0.0006, 0.0031
Si, -0.0006, -0.0005, 0.0034
Si, 0.0004, 0.0007, -0.0021
Si, 0.0008, 0.0024, -0.0017
Si, 0.0001, -0.0001, 0.0077
Si, 0.0008, 0.0006, -0.0033
Si, 0.0005, -0.0005, 0.0049
Si, -0.0003, 0.0004, 0.0037
Si, 0.0002, -0.0002, 0.0037
Si, 0.0006, 0.0018, 0.0039
Si, -0.0003, 0.0012, -0.0021
Si, 0.0004, 0.001, -0.0041
Si, -0.0009, -0.0003, 0.0049
Si, 0.001, 0.0007, 0.0015
Si, 0.0005, -0.0007, 0.0038
Si, -0.001, -0.0013, -0.0013
Si, 0.0013, 0, 0.0023
Si, -0.0013, 0.0009, 0.0031
Si, 0.0011, -0.0004, -0.0009
Si, -0.0031, -0.0001, -0.0001
Si, -0.0006, -0.0002, 0.0035
Si, 0.0005, 0.0003, 0.0039
Si, 0.0003, 0.0004, 0.0044
Si, -0.0008, 0.0008, 0.0045
Si, -0.0003, 0.0006, 0.0047
Si, -0.0014, 0.0013, -0.0006
Si, 0, -0.0003, 0.0048
Si, -0.0007, -0.0004, 0.0055
Si, -0.0004, 0.0007, -0.0014
Si, 0.001, -0.0014, 0.0014
Si, -0.0007, -0.0003, 0.0032
Si, -0.001, -0.002, 0.006
Si, 0.0001, 0.0003, 0.0024
Si, -0.0024, 0.0021, 0.0023
Si, 0.0005, 0.0006, -0.0036
Si, -0.0002, 0, 0.0043
Si, -0.0001, 0.0003, 0.0057
Si, -0.0019, 0.0005, 0.0048
Si, 0.0001, 0.0015, 0.0033
Si, 0.0005, 0.0019, -0.0039
Si, -0.0012, -0.0004, -0.0003
Si, -0.0017, 0.0013, -0.0006
Si, 0.0008, 0.0003, -0.0013
Si, 0.0011, -0.0001, 0.0025
O, -0.0008, -0.0001, -0.0007
O, 0, 0, 0.0003
O, -0.0007, -0.0003, 0.0005
O, -0.0011, -0.0007, -0.001
O, -0.0015, -0.002, 0
O, 0.0004, -0.0003, -0.0022
O, -0.0007, 0.0003, 0.0026
O, -0.0008, 0, -0.0004
O, -0.0002, -0.0001, 0.0014
O, -0.0009, 0.0014, 0.0033
O, -0.0002, -0.0001, 0.0005
O, 0.0005, -0.0002, -0.0005
O, -0.001, -0.0004, -0.0012
O, 0.0004, -0.0003, 0.0035
O, -0.0011, 0.0006, 0.0027
O, -0.0004, 0.0013, 0.0006
O, 0.0003, 0.0007, 0.0035
O, -0.0008, 0, -0.001
O, 0.0018, -0.0016, 0.0007
O, -0.0005, 0.001, 0.0008
O, -0.0009, 0.0004, 0.0016
O, -0.0005, 0.0002, 0.0004
O, -0.0001, -0.0014, -0.0013
O, -0.0001, -0.0001, -0.0026
O, 0.0012, -0.0053, 0.0031
O, -0.0004, -0.0002, -0.0005
O, -0.0003, -0.0004, -0.0003
O, -0.0014, 0.0011, 0.0017
O, 0.0025, 0.0021, -0.0011
O, 0.0001, -0.0009, -0.0004
O, -0.0025, -0.0025, -0.0018
O, -0.0012, 0.0004, -0.0002
O, 0.0001, 0.0005, 0.0004
O, 0.0022, -0.0001, 0.0036
O, -0.0003, -0.0001, -0.0004
O, -0.0016, -0.0005, 0.0006
O, 0.0003, -0.0005, -0.0003
O, -0.0006, -0.0009, -0.0002
O, -0.0004, -0.0004, 0.0004
O, 0.0005, 0.0006, -0.0011
O, 0.0002, -0.0005, 0.0017
O, -0.0001, 0.0005, -0.0003
O, -0.0004, 0.0008, -0.0005
O, 0.0001, 0, 0.0014
O, -0.0003, 0, 0.0006
O, 0.0005, -0.0014, 0
O, 0, 0.0005, 0.0009
O, -0.0018, -0.0003, 0.0002
O, 0.0002, 0.0005, -0.0006
O, -0.0002, 0.0004, -0.0013
O, 0.0006, 0.0007, 0.0027
O, 0.0008, 0.0002, -0.0007
O, -0.0005, 0, -0.0016
O, -0.0001, 0.0006, 0.0005
O, 0.0039, 0.0005, 0.0011
O, -0.0014, 0.0001, -0.0003
O, -0.0004, -0.0002, 0.0002
O, 0.0002, -0.0001, 0.0015
O, -0.0008, 0.003, 0.0016
O, -0.0014, 0.0004, 0.0006
O, -0.0009, -0.001, 0.0022
O, 0.0008, -0.0007, 0.0007
O, 0.0026, 0.0005, 0.0003
O, -0.0012, -0.0003, 0.0015
O, -0.0005, 0.0003, -0.0001
O, -0.0014, 0, 0.0002
O, 0.0007, -0.0022, -0.0024
O, -0.0007, -0.0007, -0.0005
O, -0.0003, 0, -0.0023
O, -0.0004, 0.0008, 0.0023
O, -0.0009, 0.0001, 0.0011
O, 0, -0.0004, -0.001
O, 0.001, -0.0003, 0.0004
O, -0.0007, 0.0003, 0.0003
O, 0.0007, -0.0033, 0.0001
O, -0.0012, 0.0013, 0.001
O, -0.0005, 0.0014, -0.0002
O, 0, -0.0005, -0.0007
O, 0.0001, 0.0001, -0.0013
O, 0.002, 0.0027, -0.0003
O, -0.0001, 0.0015, 0.0026
O, 0, 0, 0.0001
O, -0.0005, 0.0011, 0.0041
O, -0.0002, -0.0003, 0.0004
O, 0.0012, 0.0014, 0.0009
O, -0.001, -0.0003, -0.0005

The program warned: the cutoff lies below the one the program advises for these potential files; the exchange-correlation potential is rough where the density is thin.
